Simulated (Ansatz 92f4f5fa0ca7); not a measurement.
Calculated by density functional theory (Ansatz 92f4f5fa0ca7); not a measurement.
Periodic cell of 221 atoms, Si132O88H1, from a study of silicon, its oxide and their interface. The atomic structure is a simulated model.
Doubt: the cutoff is far below the 930 eV that the study's wrapper takes by default for these files, so forces and energies are approximate.
This geometry differs little from another in the collection (a relaxation step or a small displacement).

Settings: functional PBE; potential files Ansatz PAW; basis plane waves; wave-function cutoff 580 eV; density cutoff ratio 5; exchange-correlation grid ratio 1; k mesh 1 x 1 x 1, Gamma-centred; self-consistency stop 5e-08 eV per atom in the density residual; occupations fixed; spin none; net charge +1 e, with a uniform compensating background and no finite-size correction.

Cell vectors (angstrom)
a 10.938 0 0
b 0 10.938 0
c 0 0 32.9099

Atoms and the computed forces on them: element, x, y, z (angstrom), force x, y, z (eV/angstrom)
Si -0.3371 0.3102 25.3767 0.0104 -0.0056 -0.0406
Si 5.697 -0.4319 25.2544 -0.0119 0.0077 0.0216
Si 2.5455 3.0441 25.3637 0.0026 0.0003 -0.0061
Si 8.3922 2.5909 25.4413 0.0042 -0.0048 0.021
Si 0.2752 5.2536 25.3745 -0.0057 0.0103 0.0203
Si 5.1956 5.659 25.6007 0.0096 0.0069 0.0132
Si 3.0993 7.8371 25.9128 -0.0352 0.0357 0.0307
Si 8.1001 8.4222 25.3912 0.0086 -0.0031 -0.0023
Si 1.3785 1.3924 26.62 -0.0081 -0.001 0.0003
Si 6.7421 1.3406 26.5915 0.0045 -0.002 -0.0085
Si 4.0245 4.1121 26.8669 -0.0032 0.0025 0.0015
Si 9.6111 4.1156 26.7416 0.0048 -0.0062 -0.0023
Si 1.2706 6.8018 26.8398 0.0067 0.0004 -0.0122
Si 6.9074 6.8342 26.7055 -0.0027 -0.0033 0.0017
Si 4.1894 9.6174 26.8454 0.015 0.0012 -0.0184
Si 9.5484 9.6477 26.7669 -0.005 -0.0007 0.0025
Si 2.7029 0.0399 28.0903 -0.0047 0.0004 0.0017
Si 8.1328 0.046 28.1015 0.0015 0.0033 -0.0039
Si 0.0343 2.7225 28.1023 -0.0063 0.0001 -0.0045
Si 5.4616 2.7066 28.0942 0.0016 -0.0048 -0.0038
Si 2.7157 5.4864 28.2078 0.0001 -0.0001 0.0016
Si 8.2289 5.4628 28.1087 -0.002 -0.0008 -0.004
Si -0.046 8.2637 28.1345 -0.0004 0.0019 -0.0033
Si 5.5339 8.1425 28.1527 -0.0087 -0.0067 -0.0022
Si 4.1018 1.3673 29.4917 -0.0581 0.0088 -0.092
Si 9.5708 1.3673 29.4917 -0.1117 0.1134 -0.2266
Si 1.3673 4.1018 29.4917 -0.3423 -0.1653 0.367
Si 6.8362 4.1018 29.4917 0.0634 -0.1609 -0.3178
Si 4.1018 6.8362 29.4917 0.1823 0.0879 0.4064
Si 9.5708 6.8362 29.4917 -0.0921 0.0569 0.0128
Si 1.3673 9.5708 29.4917 0.1008 0.1413 -0.1064
Si 6.8362 9.5708 29.4917 0.0356 0.1899 0.1493
Si 0 0 30.8589 -0.0564 -0.0082 -0.0299
Si 5.469 0 30.8589 -0.054 -0.121 -0.0073
Si 2.7345 2.7345 30.8589 0.0814 0.0549 -0.0065
Si 8.2035 2.7345 30.8589 0.063 0.0383 -0.0059
Si 0 5.469 30.8589 0.0249 -0.0808 0.0128
Si 5.469 5.469 30.8589 -0.0479 -0.0418 -0.0005
Si 2.7345 8.2035 30.8589 0.1025 0.0505 -0.0013
Si 8.2035 8.2035 30.8589 0.0264 -0.0098 0.0027
Si 1.3673 1.3673 32.2262 -0.0089 0.0425 -0.0258
Si 6.8362 1.3673 32.2262 -0.0122 -0.0028 -0.0415
Si 4.1018 4.1018 32.2262 0.0029 -0.0264 -0.0073
Si 9.5708 4.1018 32.2262 -0.0561 0.0345 -0.0076
Si 1.3673 6.8362 32.2262 -0.0304 -0.0084 -0.0397
Si 6.8362 6.8362 32.2262 -0.0062 0.0079 -0.0208
Si 4.1018 9.5708 32.2262 0.0065 0.0582 -0.0094
Si 9.5708 9.5708 32.2262 -0.0042 -0.0173 0.0008
Si 2.7345 0 0.6835 0.0159 -0.0331 0.0247
Si 8.2035 0 0.6835 -0.0275 0.0316 0.0211
Si 0 2.7345 0.6835 -0.0176 0.0243 0.0145
Si 5.469 2.7345 0.6835 0.0416 0.0124 0.0203
Si 2.7345 5.469 0.6835 0.0513 -0.0287 0.0169
Si 8.2035 5.469 0.6835 0.0064 -0.0436 0.0373
Si 0 8.2035 0.6835 0.0527 -0.0579 0.0155
Si 5.469 8.2035 0.6835 -0.0163 -0.0106 0.0126
Si 4.1018 1.3673 2.0507 -0.0658 -0.0603 0.0294
Si 9.5708 1.3673 2.0507 -0.0206 0.0026 0.0216
Si 1.3673 4.1018 2.0507 0.0095 -0.0174 0.0014
Si 6.8362 4.1018 2.0507 -0.0702 -0.0068 -0.0226
Si 4.1018 6.8362 2.0507 0.0387 -0.0109 0.0209
Si 9.5708 6.8362 2.0507 0.0717 0.1455 0.0084
Si 1.3673 9.5708 2.0507 -0.0621 0.0498 0.009
Si 6.8362 9.5708 2.0507 -0.0338 -0.0351 -0.0078
Si 0 0 3.418 0.0128 -0.3366 -0.0919
Si 5.469 0 3.418 -0.2927 -0.4544 -0.1267
Si 2.7345 2.7345 3.418 -0.4564 -0.2042 0.0354
Si 8.2035 2.7345 3.418 0.0823 0.1247 -0.1255
Si 0 5.469 3.418 0.4082 0.2361 0.2816
Si 5.469 5.469 3.418 0.1769 0.0088 -0.5151
Si 2.7345 8.2035 3.418 -0.1491 -0.0486 0.3029
Si 8.2035 8.2035 3.418 0.4651 0.3639 -0.0776
Si 1.3284 1.3079 4.8155 -0.0017 0.0005 0.0034
Si 6.8431 1.3245 4.7163 -0.0026 0.0034 0.0017
Si 4.0722 4.1383 4.7087 0.0015 -0.0027 0.0015
Si 9.6128 4.0933 4.7693 -0.0038 0.0012 0.0028
Si 1.3727 6.8743 4.896 -0.0026 0.0022 -0.0002
Si 6.9078 6.7974 4.7104 0.0045 -0.0011 0.0067
Si 4.1012 9.5269 4.828 -0.0022 0.0002 0.0022
Si 9.6142 9.5761 4.8526 0.0016 -0.0006 0.0001
Si 2.659 -0.099 6.2284 -0.0002 0.0018 0.0012
Si 8.1979 0.0534 6.1522 0.0007 -0.0029 -0.003
Si -0.0965 2.6656 6.1816 0.0097 -0.0002 -0.0043
Si 5.4177 2.6919 5.9378 -0.0045 0.0017 0.0056
Si 2.8349 5.4866 6.2024 0.0031 0.0002 0.0001
Si 8.3022 5.51 6.1119 -0.0078 0.0027 -0.0002
Si -0.0161 8.2192 6.393 -0.0011 0.0022 0.0038
Si 5.554 8.091 6.0798 0.0009 -0.0008 -0.0027
Si 3.8743 1.5824 7.298 -0.0031 0.003 -0.0146
Si 9.012 1.7888 7.5932 0.0003 0.0065 0.0134
Si 1.6287 3.8004 7.2832 -0.0048 -0.0031 0.0002
Si 6.826 4.0662 7.151 0.0067 0.004 -0.0133
Si 4.7002 6.3685 7.4717 -0.0009 0.0071 -0.0078
Si 9.2883 7.0253 7.705 0.0039 0.0017 -0.0115
Si 1.3088 9.6106 7.8426 0.0024 -0.0016 -0.0013
Si 7.0963 9.3132 7.3601 -0.0019 -0.0057 -0.0132
O 1.4012 4.1509 24.8922 0.0093 -0.0056 -0.0028
O 6.9343 9.4841 24.904 0.0025 -0.0005 0.0018
O 2.7638 2.7007 7.7736 0.0009 0.0004 0.0015
O 8.1695 8.213 7.9685 0.0067 -0.0013 0.0043
O 5.7575 5.1409 7.9046 0.0018 -0.0109 0.0109
O -2.3144 2.5025 18.6683 0.001 0.0014 0.0039
O 4.0891 6.836 25.0949 0.025 -0.0234 -0.0393
O 9.4975 1.4671 24.9689 -0.0003 -0.0005 -0.0059
O 2.1762 8.5278 8.7422 0.004 -0.002 -0.0001
O 0.9059 4.3416 8.6497 0.002 -0.001 -0.0005
O 9.3688 1.1677 9.0833 0.0026 -0.0023 -0.0034
O 6.4758 10.0547 8.6711 -0.0051 0.0076 0.0089
O 4.601 1.0561 8.6577 0.0034 -0.0028 0.0039
O 4.4233 7.1797 8.867 -0.0028 0.0024 0.0017
O 7.8723 2.9769 7.9157 -0.0076 0.0004 -0.0061
O 9.67 6.4462 9.2169 -0.0012 -0.0036 0.0073
O 3.303 2.5095 24.0103 0.0024 0.0006 0.0006
O 4.8939 -0.3294 23.8305 0.0063 0.0069 0.013
O 7.8731 3.3893 24.097 -0.0088 0.0071 -0.0087
O 10.7806 6.0857 24.038 -0.0018 -0.0003 -0.002
O 8.8436 7.8831 24.0281 -0.0061 0.0012 0.0059
O 0.0222 10.6152 23.9171 -0.0202 0.0162 0.0771
O 5.5896 4.8085 24.2822 0.0051 -0.0082 -0.0113
O 0.926 10.7324 21.3761 -0.0057 0.011 -0.0205
Si 4.1166 6.8245 12.2068 -0.0029 0.0036 0.001
Si 8.3754 -2.2384 14.6297 0.0003 0.0015 -0.0009
Si 5.2578 2.9405 13.3249 -0.0002 0.0001 0.0006
Si 6.7069 -3.8503 18.9946 -0.0052 -0.0003 0.0006
Si 8.4123 -9.4722 17.437 0.0005 0.0026 -0.0012
Si 1.733 -3.0621 18.3187 0.0021 0.0019 0.0014
Si 0.8471 9.8608 22.7456 0.0379 -0.0198 0.003
Si 11.7381 3.6572 10.1262 -0.0016 -0.0002 0.0037
Si 5.3257 10.8235 9.5038 -0.0028 -0.0022 0.005
Si 2.618 4.1324 12.4163 -0.003 0.003 0.0024
Si 13.3264 -5.3492 16.5917 -0.0008 0.0035 -0.0018
Si -1.2825 3.1486 19.757 0.0012 -0.0002 -0.005
Si 10.8822 1.3283 15.468 -0.0008 0.0006 -0.0002
Si 0.5269 -6.6958 14.5488 -0.0005 0.0009 -0.0005
Si 6.4786 0.4331 12.2457 -0.0009 0.0009 -0.0006
Si 0.2069 11.3923 20.049 0.0014 0.0001 0.0062
Si 14.298 -5.9342 20.6665 0.0009 0.0058 -0.0046
Si 6.769 -5.6914 11.9529 0.0001 0.0014 0.0019
Si 5.4252 -1.9179 13.8637 -0.001 0.0012 0
Si 6.5687 3.9604 23.3037 -0.0014 0.0009 -0.0119
Si 9.4869 0.1076 12.8203 0.0022 0.0007 -0.0012
Si 10.6966 0.7003 9.9279 -0.0006 0.0002 0.0031
Si 1.6693 -0.2679 17.4527 -0.0024 0.0011 0.0008
Si 4.0639 -3.0167 20.5521 -0.0021 0.0063 0.0025
Si 9.1725 -4.8575 13.5167 0.0017 0.0012 -0.001
Si 0.87 -5.7217 19.0585 0.0003 0.0019 -0.0031
Si 5.8314 2.5497 16.2343 -0.0012 0.0018 -0.0007
Si 4.0896 2.4711 22.5665 0.0004 -0.0071 -0.0035
Si 4.6197 -0.3241 16.3786 -0.001 0.0003 -0.0017
Si 10.033 7.2153 23.1187 0.0102 0.0124 -0.0049
Si 7.434 -1.3471 17.3823 -0.0004 -0.0021 -0.0016
Si 9.409 5.6303 10.622 0.0017 0.002 0.0013
Si -2.6863 5.4055 21.217 0.0008 0.0039 -0.0042
Si 3.8206 -0.538 22.6048 -0.032 -0.0313 0.0099
Si 4.9547 4.9272 17.8177 -0.0007 0.0031 -0.0019
Si 14.4455 -2.6665 9.6524 -0.0033 -0.0008 0.0044
O 1.6912 4.6936 17.7597 0.001 -0.0007 0.0012
O 9.7723 -9.7605 16.6358 0.0021 0.0015 -0.0003
O 18.9916 0.8056 12.4648 0 -0.0005 -0.0005
O 6.0059 -1.0863 12.5834 -0.0004 0.0006 0.0006
O 2.8785 -2.7274 19.4561 -0.0035 -0.0024 -0.0006
O 6.0454 6.1415 17.8375 0.0005 -0.0004 0.0042
O 3.7219 -4.4528 21.314 -0.0005 -0.0042 0.0013
O 4.3929 7.8552 13.4267 -0.0002 -0.0002 -0.0013
O -1.1967 6.4768 12.0079 -0.001 0.0001 0.0027
O 2.2223 4.0381 10.8408 -0.0001 0.0001 -0.0014
O 14.5846 -7.2039 21.6442 0.001 -0.0025 0.008
O 4.8134 1.288 16.296 -0.0001 0.0017 0.002
O 5.649 1.3774 13.2559 -0.0022 0.0034 0.0004
O 4.2094 4.8669 19.2754 0.001 0.0011 0.0006
O 2.4142 9.8418 23.2763 -0.0159 0.0021 -0.0053
O 10.3599 4.3029 10.7179 -0.0006 0.0006 -0.0024
O 16.6015 3.4928 17.5504 -0.0011 0.0005 0.0024
O 7.9437 0.0359 18.1293 -0.002 0.0013 0.0046
O 4.219 -1.7176 21.5498 0.0091 -0.0014 -0.0043
O 7.3554 1.9759 16.3205 0.0015 -0.001 0.0018
O 5.712 2.6677 22.7741 0.0026 0.0198 0.0076
O 5.8524 -1.1029 17.112 -0.0022 0.0008 0.0022
O -3.3387 -2.6587 18.326 0.0005 0.0026 0.0021
O 1.281 0.6084 18.7945 0.0003 0.0019 -0.0005
O -1.0173 -0.5784 19.8294 0.0055 0.0009 0.0106
O 7.6109 5.6442 13.2994 -0.0012 0.0013 0.0006
O 7.8187 5.2006 10.6906 -0.0019 0.0012 0.0001
O 17.0546 -7.1547 12.2282 0.0001 0.0031 -0.001
O 5.5843 3.4002 14.8621 0.0018 0.0008 0.0016
O 10.0047 -6.0594 14.2341 -0.0012 0.0025 0.001
O -1.8603 -1.343 13.4547 -0.0004 0.003 0.0004
O 3.1985 7.5807 11.0869 0.0028 -0.0007 -0.0003
O 1.5362 -5.6113 15.2412 0.0009 0.0025 0.003
O 14.6202 3.0212 12.9316 0 0.0014 -0.0002
O 11.3223 -8.0427 15.4423 -0.0009 0.0002 0.0015
O 9.2194 -3.6272 14.5812 -0.0005 0.0009 0.001
O 6.7828 -2.5812 14.4776 0.0004 0.0021 0.0012
O 9.3625 6.4179 21.8726 -0.0153 -0.0161 -0.0101
O -0.5787 0.895 13.9712 -0.0005 -0.0007 0.0009
O 0.1839 8.3505 22.6218 -0.0007 0.01 0.0077
O 1.7524 4.9245 20.3983 -0.0015 -0.0005 0.0028
O 7.6821 -4.7878 19.8977 0.0043 -0.0031 0.0146
O 5.5308 -3.1523 19.873 0.0073 -0.0055 -0.0032
O 2.4046 -3.7724 17.0065 0.0008 -0.0028 -0.0004
O 0.9984 -1.7295 17.7655 -0.0015 0.0022 0.0011
O 3.2392 -5.3487 12.7785 0.0006 -0.0003 -0.0009
O 3.7683 0.9769 21.9376 0.0019 0.0193 0.0003
O 10.6362 -8.9438 20.3637 -0.0027 0.0011 0.003
O 10.4356 4.382 19.0438 -0.0038 -0.0025 0.0055
O 6.0513 0.683 10.7075 0.0024 0.0004 0.001
O 5.5637 -4.6332 11.627 -0.0007 0.0019 0.0002
O 12.1399 3.8362 13.139 0.0013 0.0005 -0.0012
O -3.9357 -5.852 22.2187 0.0068 -0.0122 0.0122
O 3.9491 5.1411 16.543 -0.0012 0.0001 0.0033
O 8.8361 -7.0379 20.9486 -0.0071 0.0154 0.0058
O -2.5076 -1.4991 16.088 0.0006 -0.0001 0.0019
O 3.2722 -0.5283 17.2653 0.0012 0.0004 0.0027
O 11.6247 2.0257 10.1492 0.0001 0.0022 -0.0024
O 12.1015 0.3906 16.0359 -0.0024 0.0031 0.0011
O 4.2284 9.7036 9.9455 0.0025 0.0012 -0.0043
O 11.4858 -0.3676 8.9576 -0.0032 0.0036 -0.0011
O 10.3223 0.0442 11.394 -0.003 0.0012 0.0032
O 4.5719 -0.9732 14.8846 0.0004 -0.0001 0.0014
O 0.6229 6.8355 18.9407 -0.0001 -0.0008 0.0031
H -1.7745 -0.3647 19.244 -0.0015 0.0014 -0.0062

Results
free energy: -133983.306 eV
free energy less fixed offsets of H -15.97, O -568.88, Si -635.61 eV per atom: -5.376 eV

The program warned: the cutoff lies below the one the program advises for these potential files; the forces do not sum to zero within the program's tolerance; the exchange-correlation potential is rough where the density is thin.
